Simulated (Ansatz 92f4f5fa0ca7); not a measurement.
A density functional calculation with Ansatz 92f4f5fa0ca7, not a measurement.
Periodic cell of 222 atoms, Si131O89As2, from a study of silicon, its oxide and their interface. The atomic structure is a simulated model.

Settings
functional: PBE
potential files: Ansatz PAW
basis: plane waves
wave-function cutoff: 700 eV
density cutoff ratio: 5
exchange-correlation grid ratio: 1
k mesh: 2 x 2 x 1, shifted by 0.5 0.5 0.5 of a step
self-consistency stop: 5e-08 eV per atom in the density residual
occupations: fixed
spin: none
net charge: 0

Cell vectors (angstrom)
a  10.938  0  0
b  0  10.938  0
c  0  0  32.1988

Atoms and the computed forces on them: element, x, y, z (angstrom), force x, y, z (eV/angstrom)
Si  10.4305  0.295  24.7444  -0.0401  0.0303  -0.0474
Si  5.7141  10.666  24.7274  0.0343  -0.0073  -0.046
Si  2.4933  2.9163  24.6354  -0.0149  0.0357  -0.0422
Si  8.3222  2.6204  24.9187  0.01  -0.0085  0.012
Si  0.3138  5.2202  24.7523  -0.001  -0.039  -0.0418
As  4.9987  5.8644  24.7982  0.0234  -0.0276  -0.004
As  2.9699  8.0316  24.2978  -0.0256  0.0241  -0.0066
Si  7.9379  8.4203  24.7306  -0.0195  0.0317  -0.0435
Si  1.3002  1.3295  25.9324  -0.0063  0.009  0.0176
Si  6.8106  1.305  26.1384  -0.0005  -0.0046  -0.031
Si  4.07  4.0339  26.0599  0.0134  0.0118  -0.0049
Si  9.6441  4.1229  26.1266  -0.0041  0.0024  -0.021
Si  1.4746  6.8783  25.9693  0.0473  0.0164  0.005
Si  6.8257  6.8059  26.0706  -0.0057  0.0005  0.0073
Si  4.0913  9.4721  25.9683  -0.0134  -0.0489  0.0016
Si  9.4668  9.5815  26.1195  -0.0046  0.005  -0.0012
Si  2.7101  -0.0379  27.2918  -0.0252  0.0142  0.0177
Si  8.1646  -0.0186  27.5411  -0.0016  0.0022  0.0011
Si  0.0294  2.6865  27.4428  -0.0077  -0.004  0.0066
Si  5.4445  2.6993  27.4326  -0.0023  0.0083  0.0117
Si  2.7399  5.4723  27.4183  0.0052  0.0005  -0.0094
Si  8.2285  5.4732  27.4251  -0.0021  -0.0033  0.0044
Si  0.0194  8.1969  27.3426  -0.002  0.0034  0.0068
Si  5.446  8.1775  27.4332  -0.0036  0.0055  -0.0082
Si  4.0501  1.3288  28.7453  -0.0075  -0.0121  -0.0056
Si  9.5819  1.3573  28.827  0.0047  0.0128  -0.04
Si  1.3688  4.0929  28.7851  0.0076  -0.0146  -0.0143
Si  6.839  4.0901  28.773  -0.0071  0.0085  -0.0367
Si  4.098  6.8169  28.8048  -0.0023  0.0032  -0.0059
Si  9.5916  6.8523  28.7642  0.0112  0.0071  0.0028
Si  1.3678  9.5674  28.7337  0.0128  -0.0098  -0.0239
Si  6.7907  9.5442  28.8373  0.0093  -0.0106  -0.0155
Si  0.0172  -0.0181  30.1505  0.0086  -0.0091  -0.0043
Si  5.4384  0.0082  30.1553  -0.0176  -0.0029  -0.0086
Si  2.736  2.7272  30.1423  -0.0013  -0.0085  0.0099
Si  8.205  2.7349  30.1558  -0.0108  0.0075  -0.004
Si  0.0012  5.468  30.1429  -0.0002  0.0185  -0.0071
Si  5.4779  5.4587  30.1522  0.0075  -0.0072  0.0007
Si  2.7255  8.2082  30.1379  -0.0079  0.0082  -0.0064
Si  8.212  8.1944  30.1531  0.0077  0.0012  0.0044
Si  1.3673  1.3673  31.515  0.0365  -0.0293  0.0278
Si  6.8362  1.3673  31.515  -0.0588  0.0367  -0.0439
Si  4.1018  4.1018  31.515  0.0443  -0.1152  0.0025
Si  9.5708  4.1018  31.515  -0.0145  0.0781  0.0057
Si  1.3673  6.8362  31.515  -0.0109  0.0338  -0.072
Si  6.8362  6.8362  31.515  0.0872  -0.0754  0.059
Si  4.1018  9.5708  31.515  -0.1623  -0.0371  0.0457
Si  9.5708  9.5708  31.515  0.0434  -0.0255  0.0482
Si  2.7345  0  0.6835  0.0521  -0.0189  0.0882
Si  8.2035  0  0.6835  -0.0549  0.0622  -0.1218
Si  0  2.7345  0.6835  -0.0616  0.0068  0.0372
Si  5.469  2.7345  0.6835  0.0839  -0.0201  -0.0066
Si  2.7345  5.469  0.6835  -0.0376  0.1713  -0.161
Si  8.2035  5.469  0.6835  0.063  -0.0714  0.0788
Si  0  8.2035  0.6835  0.0606  -0.0944  -0.0428
Si  5.469  8.2035  0.6835  -0.033  0.0601  0.0297
Si  4.1187  1.3643  2.0537  0.0084  -0.014  0.0028
Si  9.5606  1.3639  2.051  -0.0089  0.0099  0.0003
Si  1.3643  4.1256  2.0349  -0.0049  0.0089  -0.0028
Si  6.8456  4.0898  2.0572  0.0044  -0.0043  -0.0006
Si  4.1023  6.8317  2.0522  -0.0089  0.0094  0.0046
Si  9.5758  6.8398  2.0502  0.0071  -0.009  0.0031
Si  1.3775  9.5553  2.0493  0.0122  -0.0088  0.0045
Si  6.8251  9.5962  2.0477  -0.0095  0.0077  -0.0039
Si  -0.0094  -0.0242  3.3843  -0.0139  -0.0131  0.0228
Si  5.4861  0.019  3.4664  0.0047  0.0072  0.0023
Si  2.772  2.7914  3.361  0.0116  0.0092  0.0206
Si  8.1879  2.7061  3.4474  -0.0104  -0.0087  0.0171
Si  0.0165  5.4859  3.4304  0.0053  0.0045  0.0151
Si  5.4799  5.4712  3.4044  -0.0102  -0.0078  0.0099
Si  2.7642  8.2146  3.4425  -0.0051  0.0001  0.0181
Si  8.2044  8.2339  3.3757  0.0097  0.007  0.0122
Si  1.3846  1.4053  4.6261  0.005  -0.0036  -0.0005
Si  6.8384  1.3612  4.9014  0.0003  0.0004  -0.0059
Si  4.1497  4.0967  4.7981  -0.0036  -0.0021  0.0072
Si  9.5687  4.0965  4.7584  -0.0013  -0.0002  0.0065
Si  1.4062  6.8435  4.8135  0.0003  0.0012  -0.0023
Si  6.8182  6.9009  4.7215  -0.0102  0.006  0.0066
Si  4.1274  9.5891  4.8404  0.0089  -0.0136  -0.0009
Si  9.5509  9.5634  4.7832  -0.0102  0.0016  0.0066
Si  2.7395  0.1287  6.0501  0.0089  0.0171  0.012
Si  8.2003  -0.0472  6.2563  -0.006  0.0016  -0.0204
Si  0.02  2.6864  6.0379  -0.0032  -0.0137  0.0086
Si  5.4684  2.7393  6.2845  -0.0082  0.0056  -0.0241
Si  2.8087  5.4911  6.1712  0.0097  0.009  -0.0076
Si  8.1659  5.4987  6.0312  0.0121  -0.0109  0.0047
Si  0.0052  8.2018  6.1473  -0.0063  0.0109  -0.014
Si  5.5201  8.2343  6.2238  0.0043  0.0038  -0.0181
Si  3.8262  1.5921  7.5946  -0.0402  0.0048  0.0347
Si  9.8307  1.1538  7.4458  0.0267  -0.0067  0.0353
Si  1.6195  3.8185  7.3035  0.0068  -0.022  0.031
Si  6.642  4.435  7.4638  0.0054  0.0375  0.0398
Si  4.3967  6.6474  7.5386  0.0127  -0.009  0.0422
Si  9.353  6.9704  7.3957  -0.023  0.0019  0.0326
Si  1.1343  9.9366  7.2806  -0.0014  0.0279  0.0279
Si  7.1481  9.2479  7.6564  0.0243  -0.0303  0.0526
O  8.3029  8.1121  7.9115  -0.0134  -0.0007  0.0154
O  2.7065  2.7553  7.9448  0.0097  -0.0143  0.0223
O  9.4067  1.5249  24.3461  0.013  -0.0238  -0.0375
O  0.0198  0.0379  7.9499  0.0014  0.0087  0.0186
O  5.5151  5.5225  8.0241  0.0022  0.0026  0.0126
O  6.8258  9.5388  24.2105  0.009  0.0062  -0.0248
O  1.4102  4.0962  24.1948  -0.0076  -0.0171  -0.0284
O  3.8522  7.4009  8.927  -0.0029  -0.0063  -0.0163
O  0.8066  4.4013  8.5942  0.0068  0.0174  -0.008
O  9.8013  6.1935  8.7871  0.0126  0.0014  -0.0114
O  2.1203  9.4072  8.4791  -0.0166  -0.0252  0.0017
O  7.5093  3.9497  8.7802  -0.014  -0.019  -0.0082
O  4.2556  0.9512  9.0649  0.0049  0.0195  -0.01
O  6.7084  9.5883  9.2052  0.0034  -0.0106  -0.0105
O  9.1991  1.871  8.7898  -0.0113  0.0017  -0.0082
O  7.5854  3.3841  23.6748  -0.0145  0.002  -0.0169
O  10.5294  5.8567  23.4261  -0.0033  0.0203  -0.0005
O  5.1053  0.4423  23.3813  -0.0076  0.0091  0.0059
O  5.6882  5.2437  23.2256  0.0138  -0.0263  0.0101
O  3.133  2.2446  23.2662  0.0108  0.0017  0.0083
O  1.9842  9.4407  23.5122  -0.0403  -0.0125  0.0066
O  8.638  7.7532  23.3995  0.0101  0.0029  0.0104
O  -0.3632  10.5316  23.2749  0.0267  -0.0057  -0.0057
Si  4.4119  1.5959  22.4587  0.006  0.0016  -0.0019
Si  3.4775  7.9843  14.0073  -0.0048  -0.0001  0.0022
Si  7.0966  1.0207  14.6481  0.0042  -0.0025  0.0002
Si  0.7176  9.5907  22.5055  0.0099  -0.005  0.0138
Si  1.1698  4.3495  11.8669  -0.0025  0.0063  -0.0022
Si  6.2534  9.0234  15.2913  0.0014  0  0.0026
Si  0.6609  1.411  12.2815  0.0032  -0.0017  -0.0049
Si  8.6053  5.0225  20.5152  -0.003  0.0001  0.003
Si  0.3167  5.7418  9.3473  0.0084  0.0084  -0.0025
Si  5.08  3.1918  17.9268  -0.003  -0.0009  -0.0007
Si  0.8619  3.8156  16.7225  -0.0007  0.0032  0.005
Si  10.375  2.94  19.1928  0.0019  0.0014  0.0086
Si  5.2682  1.2175  10.3406  0.0053  0.0055  -0.0033
Si  0.8445  0.2791  19.7765  0.0016  0.0087  0.0047
Si  6.6301  9.4965  10.8446  0.0095  0.0005  0.0063
Si  9.3047  9.7577  18.2714  0.0029  -0.0018  -0.0012
Si  9.3789  9.2851  12.5321  0.0011  0.0002  -0.0019
Si  6.4988  3.9673  22.6126  0.007  -0.003  0.0058
Si  2.4346  8.0941  9.3653  -0.0127  -0.0036  -0.0056
Si  10.5726  7.4364  17.0663  -0.0059  0.0058  0.0011
Si  2.4914  6.3585  16.5624  -0.0001  0.0002  -0.0017
Si  10.1612  4.5474  14.166  -0.0008  0.0024  0.0052
Si  6.1107  9.2543  18.4859  0.0015  -0.0046  -0.0032
Si  7.9611  2.5984  9.5628  -0.0011  -0.0022  0.0012
Si  8.8639  2.1959  12.4349  0.0002  -0.0019  -0.0026
Si  5.3159  6.3183  18.0546  0.0029  0.0016  0.0061
Si  3.9019  0.6277  19.4479  -0.0082  0.0039  0.012
Si  4.2641  3.8793  12.0347  -0.0093  0.0048  0.0067
Si  5.528  6.6418  12.1251  -0.002  -0.0015  0.0067
Si  7.9859  2.5842  17.1945  0.003  -0.0026  0.0017
Si  4.3355  2.5314  14.9559  -0.0033  0.0037  0.0019
Si  1.5125  1.2697  15.2496  0.0015  -0.0025  0.0055
Si  1.5563  9.4553  12.018  0.0035  -0.0027  0
Si  8.0354  6.9035  13.8449  0.0008  -0.0042  0.0058
Si  10.3553  9.8851  15.4511  -0.0006  -0.0001  -0.0004
Si  9.8438  7.0462  22.55  0.0064  -0.0039  -0.0043
Si  8.0829  5.5606  17.4128  -0.0017  -0.0065  0.0053
O  6.0352  7.9964  11.2761  -0.0034  0.0086  0.0036
O  5.9893  9.2567  16.8679  0.0097  -0.005  0.0077
O  7.6568  1.4253  13.1766  0.0158  0.0009  0.0027
O  0.8774  1.7948  13.8503  0.0064  -0.0172  -0.0057
O  9.4091  6.3226  16.8892  -0.0031  -0.0009  -0.0028
O  6.7426  6.2443  13.1281  0.0131  0.024  0.0003
O  5.1134  4.7304  18.5906  -0.001  -0.0038  -0.0112
O  9.2073  2.2446  18.2406  -0.0041  0.0292  -0.0031
O  2.3465  0.1785  19.0504  0.0112  0.0067  0.0098
O  9.3501  10.2772  16.7001  0.0172  -0.0178  0.0103
O  2.777  4.4755  11.6896  -0.0043  -0.0027  0.0093
O  5.0403  10.3946  19.0685  -0.0034  -0.0016  -0.0087
O  9.4085  3.3001  13.4695  0.0073  0.0049  -0.0074
O  0.4458  1.8686  19.9028  -0.0019  0.0088  -0.0106
O  3.1276  1.4156  15.0614  0.0003  0.0195  0.0003
O  8.1208  5.4466  19.0296  0.0102  -0.0092  -0.007
O  3.8693  6.6649  17.3794  -0.0113  -0.0048  -0.0065
O  4.5543  3.3427  16.3695  0.0061  -0.0179  0.0102
O  9.0544  5.7284  14.2971  -0.0026  -0.0082  -0.0016
O  5.4836  2.7813  22.1467  -0.0043  0.0011  0.0165
O  10.6465  4.2055  15.6648  0.0123  -0.0042  0.0041
O  0.3122  3.9665  18.2513  -0.0107  -0.0179  -0.0123
O  10.3914  10.6416  19.1113  0.0022  -0.01  -0.0042
O  9.6365  10.0672  13.9846  0.0173  -0.0222  0.0071
O  10.9627  8.1522  22.1259  -0.0115  0.0156  0.0212
O  1.1653  2.2285  16.5161  -0.0025  0.0093  -0.0224
O  9.7053  3.8189  20.3945  -0.0151  0.0114  -0.0238
O  8.0975  4.1167  16.6688  0.0006  -0.0133  0.0259
O  -0.0539  9.1387  11.867  0.0101  0.0015  0.0093
O  6.562  2.4834  17.988  0.0045  0.0104  -0.0204
O  5.5685  10.7514  11.1848  0.0005  0.0026  -0.0112
O  7.722  9.6647  18.8062  0.0007  0.008  -0.0097
O  10.0109  1.0725  12.0475  -0.0011  0.0342  0.0209
O  1.3001  6.9893  9.0483  0.0035  -0.006  0.026
O  0.6161  4.8118  13.3359  -0.0067  -0.0174  -0.0043
O  5.6763  7.6979  18.97  -0.0114  0.0036  -0.0134
O  5.2247  5.1254  11.5067  -0.0087  -0.0089  -0.0138
O  2.7016  7.0522  15.1029  0.0085  0.0051  0.0038
O  0.8993  2.7859  11.4504  -0.0055  0.0033  0.0158
O  0.8285  10.7443  15.5398  -0.0224  0.0014  -0.0088
O  2.3974  8.6229  10.8954  -0.0143  0  -0.0079
O  4.686  2.4696  11.2598  0.0156  0  -0.0019
O  4.2308  3.5546  13.6643  0.0014  -0.0157  -0.0052
O  2.1796  4.7502  16.4581  -0.0162  0.0005  0.005
O  10.6873  8.3013  15.6753  -0.0088  0.0178  0.0199
O  6.923  10.3518  14.6537  -0.0098  0.0009  0.0142
O  2.3258  9.0033  13.4028  0.0106  -0.0026  -0.0023
O  8.0088  1.6047  15.8828  -0.0184  0.0077  0
O  4.1104  7.0376  12.8391  0.0101  0.0113  0.0053
O  4.1564  2.0881  18.7181  0.0127  -0.0028  -0.0023
O  7.2944  4.4876  21.3022  0.0168  0.0035  0.0081
O  8.4009  2.971  11.0821  -0.0011  -0.0239  -0.005
O  1.1618  6.9309  17.3462  0.0086  -0.0082  -0.0098
O  5.624  1.6184  14.7461  0.0081  0.0114  0.0024
O  8.1193  9.8004  11.555  -0.0267  -0.0047  -0.0138
O  9.2318  6.3479  21.2202  -0.0023  -0.0166  0.0125
O  8.9379  7.7573  12.8187  -0.0172  0.0143  0.0143
O  1.6322  0.1626  11.8589  -0.0204  -0.0004  0.0196
O  6.6251  6.2339  17.056  0.0006  0.0006  -0.0026
O  7.3862  7.8624  15.0126  -0.0031  0.0053  -0.0044
O  1.1023  10.4012  21.1546  -0.0124  -0.0087  0.0105
O  10.0194  8.2894  18.3342  -0.0005  0.0126  -0.0298
O  3.9546  0.899  21.0645  0.0056  0.0089  -0.0089
O  0.3248  5.3727  10.9169  0.0131  -0.0075  -0.0178
O  6.6849  1.6043  9.6299  0.0004  0.0164  0.0241
O  4.7699  8.7661  14.6429  0.0005  -0.0067  -0.0036

Results
free energy: -143623.709 eV
free energy less fixed offsets of As -4857.07, O -569.03, Si -635.61 eV per atom: -0.989 eV

The program warned: the cutoff lies below the one the program advises for these potential files; the exchange-correlation potential is rough where the density is thin.
